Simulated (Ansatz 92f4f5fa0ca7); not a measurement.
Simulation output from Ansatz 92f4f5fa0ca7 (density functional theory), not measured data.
Periodic cell of 273 atoms, Si162O105As6, from a study of silicon, its oxide and their interface. The atomic structure is a simulated model.
Doubt: the cutoff is low for norm-conserving oxygen, so forces and energies are approximate.
Doubt: the program's own warning below bears on the result.
This geometry differs little from another in the collection (a relaxation step or a small displacement).

Settings: functional HSE06; potential files SPMS norm-conserving; basis plane waves; wave-function cutoff 800 eV; density cutoff ratio 4; exchange-correlation grid ratio 1; k mesh 1 x 1 x 1, Gamma-centred; occupations fixed; spin none; net charge 0.

Cell vectors (angstrom)
a	11.6015	0	0
b	0	13.3963	0
c	0	0	31.1303

Atoms: element, x, y, z (angstrom)
As	-0.1018	-0.0649	24.1089
Si	3.8098	-0.0526	24.3327
Si	7.6787	0.0475	24.5713
Si	1.7969	3.2152	24.0747
Si	5.8841	3.4596	24.4645
Si	9.4937	3.3763	24.4826
As	-0.1042	6.6899	24.1403
Si	3.8492	6.7273	24.1808
As	7.6636	6.7227	24.3178
Si	1.7892	10.0301	24.3631
Si	5.8577	10.1491	24.6139
Si	9.6217	9.8406	24.5046
Si	-0.106	2.1675	25.0746
Si	3.8354	2.2561	24.9504
Si	7.6747	2.2449	25.4327
Si	1.8624	5.5206	24.9418
Si	5.7357	5.6617	25.2657
Si	9.6163	5.6264	25.2623
Si	-0.0168	8.8158	25.2879
Si	3.8221	8.9646	25.048
Si	7.6755	8.8571	25.394
Si	1.8189	12.2905	25.1565
Si	5.7272	12.3495	25.3587
Si	9.6356	12.1941	25.1454
Si	-0.0362	2.2318	27.4881
Si	3.8346	2.2461	27.4312
Si	7.7056	2.2399	27.7315
Si	1.9195	5.546	27.4132
Si	5.741	5.6047	27.612
Si	9.6573	5.5868	27.6065
Si	0.0051	8.8976	27.6265
Si	3.837	8.9303	27.4848
Si	7.7119	8.9184	27.7038
Si	1.8978	12.2827	27.5433
Si	5.7532	12.3176	27.6785
Si	9.6422	12.2456	27.5413
Si	1.9123	1.1318	28.3127
Si	5.7376	1.1516	28.3926
Si	9.6673	1.0931	28.3622
Si	0.0029	4.4547	28.3284
Si	3.818	4.4518	28.329
Si	7.7011	4.5005	28.3853
Si	1.9433	7.7663	28.3328
Si	5.7479	7.8275	28.3849
Si	9.6661	7.8078	28.4039
Si	-0.0176	11.1509	28.3594
Si	3.8235	11.1518	28.3558
Si	7.7032	11.176	28.3845
Si	1.9336	1.1164	30.7353
Si	5.8008	1.1164	30.7353
Si	9.6679	1.1164	30.7353
Si	0	4.4654	30.7353
Si	3.8672	4.4654	30.7353
Si	7.7343	4.4654	30.7353
Si	1.9336	7.8145	30.7353
Si	5.8008	7.8145	30.7353
Si	9.6679	7.8145	30.7353
Si	0	11.1635	30.7353
Si	3.8672	11.1635	30.7353
Si	7.7343	11.1635	30.7353
Si	0	0	0.3944
Si	3.8672	0	0.3944
Si	7.7343	0	0.3944
Si	1.9336	3.3491	0.3944
Si	5.8008	3.3491	0.3944
Si	9.6679	3.3491	0.3944
Si	0	6.6981	0.3944
Si	3.8672	6.6981	0.3944
Si	7.7343	6.6981	0.3944
Si	1.9336	10.0472	0.3944
Si	5.8008	10.0472	0.3944
Si	9.6679	10.0472	0.3944
Si	0.0372	0.0022	2.773
Si	3.9131	0.018	2.73
Si	7.7578	0.0187	2.7544
Si	1.9465	3.3609	2.779
Si	5.782	3.3483	2.7316
Si	9.6911	3.3669	2.7775
Si	0.0322	6.6793	2.738
Si	3.8668	6.7095	2.7609
Si	7.7593	6.7355	2.7896
Si	1.9732	10.0061	2.7778
Si	5.8182	10.0362	2.8119
Si	9.655	10.0554	2.795
Si	0.0296	2.2382	3.5755
Si	3.8697	2.2299	3.5803
Si	7.7228	2.2657	3.4991
Si	1.9555	5.5936	3.6052
Si	5.8041	5.585	3.4472
Si	9.7097	5.6145	3.5627
Si	0.0006	8.8981	3.4897
Si	3.9117	8.8985	3.6734
Si	7.7396	8.9439	3.7077
Si	2.0153	12.2654	3.4535
Si	5.8309	12.2953	3.5372
Si	9.6878	12.3067	3.5767
Si	0.0746	2.2785	5.956
Si	3.9225	2.2233	5.9646
Si	7.6952	2.2632	5.8398
Si	1.9788	5.5779	5.9971
Si	5.7829	5.5032	5.7554
Si	9.787	5.6121	5.9393
Si	0.02	8.8771	5.8256
Si	3.9768	8.8369	6.1329
Si	7.7408	8.9382	6.1829
Si	2.1112	12.2353	5.7751
Si	5.8589	12.3746	5.8938
Si	9.7258	12.3426	5.9667
Si	1.991	1.0019	6.7097
As	5.8632	1.1588	6.9653
Si	9.6453	1.2598	6.6455
As	0.072	4.4706	6.9962
As	3.9335	4.4466	6.917
Si	7.7736	4.5249	6.5671
Si	1.9207	7.8585	6.825
Si	5.8978	7.5237	6.9172
Si	9.7512	7.8568	6.8842
Si	0.1402	11.1483	6.3778
Si	4.0517	11.1268	6.7819
Si	7.7487	11.3186	6.8315
O	1.9796	0.6418	8.3226
O	4.3176	11.1178	8.4209
O	7.7261	4.83	8.1872
O	9.8954	7.9768	8.5415
O	6.0564	6.8766	8.4806
O	1.699	8.0362	8.4556
O	9.4123	1.5912	8.2334
O	0.5177	11.0275	7.9662
O	7.5704	11.7366	8.4376
O	6.2797	10.6021	23.0802
O	3.8972	13.1635	22.6898
O	6.3933	3.7751	22.9137
O	1.6293	2.9738	22.4279
O	9.0592	3.4341	22.8797
O	7.5789	0.2848	22.9546
O	1.4997	9.9434	22.7371
O	4.0188	6.7673	22.5048
O	9.6422	9.3752	22.9256
Si	3.2817	13.0356	21.1936
Si	11.8376	1.7632	11.4774
Si	-0.8082	13.624	15.6661
Si	7.2484	3.6476	11.3336
Si	8.838	9.3274	14.8861
Si	10.391	0.975	19.8873
Si	1.7383	4.0296	18.3605
Si	8.8936	10.2774	11.933
Si	4.8865	-2.9717	12.6731
Si	3.5958	0.4475	14.7321
Si	10.1871	6.7173	15.4288
Si	11.06	-0.9582	12.8936
Si	5.8259	7.159	18.6296
Si	13.4041	0.0078	9.7961
Si	7.7132	3.6228	21.9802
Si	11.4799	11.1313	9.4235
Si	4.4564	-5.5794	21.3325
Si	1.4572	2.2667	20.961
Si	6.2012	-4.2377	16.298
Si	-4.5397	5.83	9.2752
Si	4.393	4.9233	16.9171
Si	9.2266	15.0261	9.8274
Si	1.6429	8.7545	9.9093
Si	8.477	-1.4171	9.7605
Si	9.4723	7.6833	10.0941
Si	2.0559	-2.2135	13.7566
Si	6.4124	9.9564	21.6197
Si	-1.0561	11.9417	18.054
Si	5.6478	-1.5784	15.308
Si	1.3727	2.4768	15.662
Si	6.8583	3.4793	15.8405
Si	3.8169	11.0309	9.9579
Si	5.5623	2.4221	13.5026
Si	10.9842	6.2383	18.3551
Si	-2.4306	8.9313	21.4573
Si	1.1746	4.3487	13.1694
Si	5.8447	7.5803	13.6639
Si	3.9859	5.1469	13.9182
Si	8.076	5.4578	13.7837
Si	7.4813	-0.8587	17.4334
Si	8.7106	15.1194	17.4118
Si	13.7691	10.0526	21.2662
Si	11.4484	9.2439	19.3056
Si	0.0805	8.9799	14.4501
Si	5.809	-1.125	19.8579
Si	7.8346	0.7179	21.4351
Si	8.4431	6.2021	20.2241
Si	0.2516	7.1318	11.9349
O	9.386	0.5696	21.0708
O	7.0862	-1.0837	15.8756
O	10.8889	-0.4394	19.2745
O	1.3429	-3.4024	14.6636
O	-1.288	9.2746	20.416
O	11.3089	-0.814	16.7849
O	6.4969	4.7949	10.4196
O	1.2791	2.9824	17.1975
O	7.4479	2.262	21.1467
O	8.6864	13.5307	10.1915
O	4.4898	1.1978	13.5701
O	-1.2236	9.853	14.92
O	-0.0561	1.8449	20.5846
O	1.9023	3.3036	19.8004
O	7.2686	6.707	19.221
O	5.2219	-2.9581	16.0683
O	-0.1453	7.7888	18.5817
O	0.6547	5.2384	18.5093
O	9.6833	1.873	18.7087
O	4.9506	10.9108	11.1179
O	3.6864	5.3164	15.5059
O	1.5301	7.5866	11.0327
O	2.3175	0.9011	20.9496
O	11.5919	7.5569	15.2622
O	8.1985	2.7501	10.3742
O	1.2303	9.5557	20.0621
O	7.6942	9.754	15.9534
O	8.7967	7.3638	21.302
O	2.7149	4.7959	12.9999
O	6.6345	2.2965	14.7324
O	3.0121	-0.9778	10.1995
O	6.2622	2.5563	12.0467
O	11.2105	0.5527	12.3443
O	5.8667	8.4518	21.7727
O	0.884	11.682	12.776
O	7.2616	6.8188	13.3548
O	3.3033	-2.9597	13.0627
O	6.0414	8.5506	17.7921
O	8.0377	3.0886	16.8864
O	7.5129	0.7157	17.7859
O	7.8671	11.1706	11.0362
O	11.1239	10.4532	18.2792
O	13.2246	1.2517	10.8082
O	5.4716	3.7395	16.6453
O	2.5381	11.6077	21.0459
O	5.2359	6.1253	17.5586
O	5.5845	10.8451	20.5786
O	4.7334	7.2299	19.8464
O	8.9378	11.8995	17.7818
O	0.4443	12.5325	9.9854
O	12.0324	5.7404	12.7594
O	12.2349	3.1234	12.2604
O	-2.6141	7.7882	15.3414
O	4.4343	13.0899	20.0579
O	7.3174	4.8283	15.0737
O	-2.3897	9.0033	10.9909
O	12.6906	3.7644	14.6976
O	11.5712	8.4042	12.9268
O	9.8893	11.2865	9.3393
O	4.9336	3.8777	13.7433
O	3.2098	4.5529	17.9451
O	4.6534	13.05	15.6667
O	3.4131	9.0337	21.2539
O	8.1625	6.7461	10.0228
O	7.9173	9.8709	21.0865
O	9.8096	5.8703	19.4127
O	0.3739	9.7665	10.1397
O	10.0929	11.357	12.1724
O	0.2695	1.3622	15.3421
O	6.9895	-0.2894	20.5358
O	5.5396	-4.4658	12.7934
O	-1.1076	12.7159	14.3766
O	8.0587	4.4243	12.5262
O	9.6375	5.6899	14.2686
O	5.6232	11.4659	13.7055
O	-2.1066	1.0206	16.1888
O	10.3389	6.0323	16.8753
O	5.8385	8.0079	15.2241
O	10.6377	6.8978	10.891
O	10.6804	2.0571	10.3963
O	2.584	12.619	14.3406
O	8.3617	9.72	13.3713
O	4.6706	6.5062	13.3889
O	6.2724	-1.4408	18.3465
O	7.9205	4.8753	20.9881
O	2.7842	1.6878	15.4045
O	2.9539	9.6696	10.101

Results
free energy: -81335.196 eV
free energy less fixed offsets of As -2657.37, O -447.96, Si -113.29 eV per atom: -2.196 eV
gap between the highest filled and lowest empty level on this k mesh: 1.534 eV

The program warned: the cutoff lies below the one the program advises for these potential files; the model core charge is not resolved on the grid; the forces do not sum to zero within the program's tolerance; the exchange-correlation potential is rough where the density is thin.
